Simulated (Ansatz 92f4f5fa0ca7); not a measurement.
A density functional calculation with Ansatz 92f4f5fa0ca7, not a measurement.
Periodic cell of 276 atoms, Si168O108, from a study of silicon, its oxide and their interface. The atomic structure is a simulated model.
Doubt: the cutoff is far below the 930 eV that the study's wrapper takes by default for these files, so forces and energies are approximate.
This geometry differs little from another in the collection (a relaxation step or a small displacement).

Settings
functional: PBE
potential files: Ansatz PAW
basis: plane waves
wave-function cutoff: 580 eV
density cutoff ratio: 5
exchange-correlation grid ratio: 1
k mesh: 1 x 1 x 1, Gamma-centred
self-consistency stop: 5e-08 eV per atom in the density residual
occupations: fixed
spin: none
net charge: 0

Cell vectors (angstrom)
a  11.6015  0  0
b  0  13.3963  0
c  0  0  31.1788

Atoms and the computed forces on them: element, x, y, z (angstrom), force x, y, z (eV/angstrom)
Si  -0.23  -0.0004  24.3815  -0.0065  0.0128  0.0452
Si  3.5585  0.1949  24.4869  0.0012  -0.0066  0.0486
Si  7.4281  0.1163  24.3958  0.0083  0.0164  0.0477
Si  1.7901  3.3007  24.5754  -0.0118  0.0038  0.0447
Si  5.6367  3.3629  24.5796  -0.0932  0.0439  0.059
Si  9.5386  3.4584  24.3331  -0.0058  -0.0162  0.0531
Si  -0.1024  6.7617  24.3673  -0.0132  0.008  0.0495
Si  3.7092  6.8561  24.5029  0.0094  -0.0367  0.011
Si  7.5367  6.8161  24.5077  -0.0034  -0.0078  0.0346
Si  1.8315  10.0992  24.4767  0.0005  0.003  0.0371
Si  5.6389  10.097  24.4766  -0.0022  -0.0017  0.0475
Si  9.4507  10.1212  24.5666  0.0034  0.0001  0.0244
Si  -0.1995  2.246  25.214  0.0046  0.0002  -0.0197
Si  3.7269  2.31  25.4753  0.0542  -0.0007  0.0031
Si  7.6336  2.3164  25.2244  0.0327  -0.0063  -0.0265
Si  1.8066  5.6072  25.1764  -0.0032  0.0151  -0.0228
Si  5.6339  5.6421  25.2289  -0.0022  -0.0063  -0.0294
Si  9.5354  5.6761  25.1594  0.0003  0.0055  -0.0196
Si  -0.1353  8.992  25.1795  -0.0032  -0.0046  -0.0236
Si  3.7324  9.0239  25.3719  -0.0009  0.0154  -0.0113
Si  7.5571  9.0038  25.3712  0.0096  -0.0028  -0.0224
Si  1.7216  12.3346  25.2465  -0.002  -0.0088  -0.0178
Si  5.5376  12.3669  25.1704  -0.018  -0.0066  -0.0211
Si  9.4155  12.381  25.2066  0.0104  -0.0078  -0.0181
Si  -0.1026  2.2373  27.5963  -0.0111  0.0016  0.0201
Si  3.7962  2.2524  27.7791  -0.0087  -0.0031  0.0149
Si  7.6814  2.2658  27.6003  -0.0091  0.0036  0.0424
Si  1.8625  5.5858  27.5696  -0.0028  0.0073  0.0336
Si  5.7268  5.5991  27.6022  -0.0067  0.0053  0.0418
Si  9.6069  5.6105  27.561  -0.0043  0  0.0307
Si  -0.0656  8.9463  27.57  -0.002  0.0003  0.0378
Si  3.7989  8.96  27.7019  -0.0022  -0.0047  0.0261
Si  7.6563  8.9573  27.7011  0.0006  0.0014  0.0213
Si  1.8302  12.2915  27.62  -0.0068  0.0027  0.0227
Si  5.6817  12.3069  27.5692  -0.0021  0.0074  0.0262
Si  9.5586  12.3244  27.594  -0.013  0.0025  0.0258
Si  1.8361  1.1212  28.4243  0.0134  0.003  0.0133
Si  5.7639  1.1247  28.4198  -0.005  -0.0027  0.0021
Si  9.5912  1.1393  28.4257  0.0079  0.0026  -0.0015
Si  -0.0635  4.4747  28.3884  0.0048  0.0003  0.0041
Si  3.8042  4.5109  28.433  0.0031  -0.0059  0.0019
Si  7.6814  4.4975  28.3957  0.0046  -0.0015  0.0071
Si  1.8595  7.8117  28.4047  0.0039  -0.0055  0.0088
Si  5.7377  7.8172  28.4368  0.0006  -0.0016  0.0064
Si  9.6231  7.8293  28.4054  -0.0013  -0.002  0.0041
Si  -0.0972  11.1725  28.3944  0.0082  -0.0019  0.0073
Si  3.7837  11.1974  28.4291  0.0062  -0.0004  -0.0011
Si  7.6367  11.2066  28.4077  0.0056  -0.0034  0.0066
Si  1.9336  1.1164  30.7838  -0.225  -0.0318  0.1441
Si  5.8008  1.1164  30.7838  0.0371  -0.0559  0.0114
Si  9.6679  1.1164  30.7838  -0.1022  -0.0305  0.0592
Si  0  4.4654  30.7838  -0.1333  0.0453  -0.2408
Si  3.8672  4.4654  30.7838  -0.146  0.1286  0.0811
Si  7.7343  4.4654  30.7838  -0.0663  0.0294  -0.1293
Si  1.9336  7.8145  30.7838  -0.1694  0.0013  -0.1287
Si  5.8008  7.8145  30.7838  -0.1343  -0.0525  0.1936
Si  9.6679  7.8145  30.7838  -0.0588  -0.0406  -0.0808
Si  0  11.1635  30.7838  -0.1887  0.0224  -0.0678
Si  3.8672  11.1635  30.7838  -0.1442  0.1376  0.0304
Si  7.7343  11.1635  30.7838  -0.1661  0.1356  -0.0522
Si  0  0  0.3944  -0.0913  0.0122  -0.1517
Si  3.8672  0  0.3944  0.1915  -0.1382  -0.2387
Si  7.7343  0  0.3944  0.0725  -0.012  0.139
Si  1.9336  3.3491  0.3944  0.2462  0.0926  -0.1923
Si  5.8008  3.3491  0.3944  0.1106  -0.0067  -0.1939
Si  9.6679  3.3491  0.3944  0.1007  0.1461  -0.0416
Si  0  6.6981  0.3944  0.099  -0.1917  -0.0185
Si  3.8672  6.6981  0.3944  0.1321  0.0204  0.2118
Si  7.7343  6.6981  0.3944  0.2425  0.0832  0.0861
Si  1.9336  10.0472  0.3944  0.2739  -0.2478  -0.4161
Si  5.8008  10.0472  0.3944  0.1289  -0.045  0.1506
Si  9.6679  10.0472  0.3944  0.0053  -0.0168  0.0457
Si  0.0065  -0.012  2.739  0.0083  -0.0062  0.0013
Si  3.9253  -0.0573  2.7345  0.0015  0.0097  0.0059
Si  7.7844  -0.0093  2.7714  -0.0032  -0.0034  0.0057
Si  2.0532  3.3498  2.7405  -0.0143  -0.0013  0.0018
Si  5.877  3.3308  2.7449  -0.005  0.0045  0.0004
Si  9.7445  3.3776  2.7596  -0.0096  0.0003  0.0032
Si  0.0792  6.6298  2.7582  -0.0011  0.0069  0.0034
Si  3.9604  6.6974  2.7848  -0.0049  0.0051  0.0015
Si  7.8436  6.7087  2.775  -0.0028  -0.0022  0.0022
Si  2.027  9.9636  2.7173  -0.0086  0.0105  0.0037
Si  5.8729  10.0267  2.7905  -0.0002  -0.0006  -0.0003
Si  9.7087  10.0319  2.7755  -0.0032  0.0035  0.0018
Si  0.1111  2.2547  3.4434  0.0209  0.0033  -0.0233
Si  3.9678  2.1577  3.5043  0.0056  -0.0042  -0.0241
Si  7.8252  2.2433  3.5235  0.0074  0.0024  -0.0259
Si  2.0448  5.5667  3.5956  0.0008  -0.0045  -0.0228
Si  5.9316  5.5701  3.5146  0.0064  -0.0053  -0.0192
Si  9.7561  5.584  3.6577  0.0047  0  -0.0202
Si  0.0789  8.8747  3.4282  0.0125  -0.0012  -0.0087
Si  3.9695  8.9106  3.6452  -0.0017  -0.0055  -0.0254
Si  7.7988  8.92  3.6538  0.0009  0.003  -0.0234
Si  1.9489  12.2044  3.356  -0.0092  -0.0115  -0.0233
Si  5.8693  12.2552  3.5865  0.0066  0.0013  -0.0268
Si  9.7001  12.2572  3.6022  -0.002  -0.0005  -0.0246
Si  0.2299  2.2591  5.7634  -0.0083  0.0095  0.0213
Si  4.061  2.0486  5.8535  -0.0007  -0.0098  0.0224
Si  7.933  2.2481  5.8739  -0.0047  0.0059  0.0277
Si  2.1536  5.5281  5.9875  0.0043  0.0023  0.0247
Si  6.052  5.5025  5.8644  0.0004  -0.0011  0.0234
Si  9.8642  5.5833  6.0883  -0.0067  -0.0021  0.0211
Si  0.1984  8.8165  5.7415  -0.01  -0.001  0.0154
Si  4.06  8.8907  6.0679  0.0021  -0.0099  0.0261
Si  7.8694  8.894  6.0785  -0.0119  -0.006  0.0229
Si  1.9557  12.1062  5.6477  -0.0138  0.0132  0.0108
Si  5.9124  12.2321  5.9761  0.0038  0.0044  0.0198
Si  9.7415  12.2336  5.9931  -0.0001  0.0026  0.019
Si  2.0529  0.909  6.4118  0.0256  -0.0135  -0.0155
Si  6.1011  1.0637  6.7189  -0.0072  0.0009  -0.0245
Si  9.9233  1.1567  6.4922  0.0006  -0.0165  -0.0061
Si  0.2303  4.4267  6.7802  0.0011  -0.0032  -0.0344
Si  4.1466  4.2927  6.4805  -0.0111  0.0103  -0.0182
Si  7.9729  4.4079  6.8839  -0.0043  -0.0037  -0.0563
Si  2.1111  7.7749  6.7612  0.0095  0.0023  -0.0414
Si  5.982  7.6471  6.8456  0.0024  0.0198  -0.0323
Si  9.9117  7.8841  6.7444  0.0129  0.0016  -0.0455
Si  0.0583  10.9824  6.5969  0.0013  -0.0006  -0.0411
Si  3.8874  11.1936  6.6266  0.0016  -0.0113  -0.021
Si  7.8032  11.135  6.8996  0.0079  -0.002  -0.0377
O  10.2104  1.5558  8.0814  -0.0004  0.01  0.0034
O  8.0371  4.3171  8.5654  0.0096  0.0058  0.0545
O  10.2115  8.2681  8.3576  0.0115  0.0199  0.036
O  0.3366  4.3812  8.4423  -0.0009  0.0065  0.0421
O  6.5083  1.0748  8.3634  0.0006  0.0012  0.0233
O  7.7154  11.1938  8.5897  0.0015  0.0028  0.0482
O  6.0246  7.3633  8.4954  0.0009  -0.0142  0.041
O  1.9052  0.4159  8.0096  -0.0111  -0.0008  0.0185
O  2.1012  7.8403  8.4256  -0.001  -0.0004  0.0363
O  3.5276  11.543  8.2372  -0.0075  0.0118  0.0223
O  4.6329  3.9855  8.0323  0.0013  0.003  0.0076
O  11.5821  10.6425  8.2427  -0.0095  -0.0199  0.021
O  7.1073  13.663  22.7683  0.0008  -0.0072  -0.0099
O  -0.2879  13.2351  22.714  0.0025  -0.0046  -0.0341
O  1.842  2.9255  22.9479  0.0043  -0.0109  -0.0097
O  3.6567  7.2408  22.8716  -0.0051  0.0306  0.004
O  5.6612  9.9228  22.8201  0.0028  0.0123  -0.0307
O  5.5535  3.0851  22.9432  0.084  -0.0706  0.0002
O  7.3007  6.9944  22.87  0.0087  -0.0008  -0.0283
O  9.1556  10.1889  22.9323  0.0139  -0.001  -0.0261
O  11.5716  6.79  22.697  0.0086  -0.0094  -0.0273
O  2.0076  9.9726  22.8323  0.001  0.0047  -0.0226
O  9.5813  3.5052  22.6584  0.0046  0.0088  -0.0404
O  3.2264  0.5581  22.8703  -0.0075  0.0115  -0.0145
Si  0.262  8.894  19.9817  0.0098  -0.0067  -0.0089
Si  -0.5552  16.2523  14.0447  -0.0032  -0.0021  -0.0029
Si  9.4739  9.7203  21.4233  -0.0243  -0.0257  0.0205
Si  3.5508  6.3956  21.4818  -0.0402  0.0204  -0.0024
Si  5.5512  7.8231  19.685  -0.0119  -0.0039  -0.0033
Si  8.5754  5.5313  16.3705  -0.0021  -0.0005  0.0042
Si  6.1399  6.6727  9.9745  0.0013  0.0022  -0.0152
Si  2.2071  3.3148  11.3083  0.0046  0.0076  0.0045
Si  -0.7256  9.5144  9.2188  -0.0034  0.0064  0.0032
Si  0.4112  13.1568  21.2288  0.014  0.0089  0.0093
Si  11.5561  5.5684  15.286  -0.0008  0.0048  0.0015
Si  6.9083  13.2793  21.2005  -0.0068  -0.0303  0.0056
Si  9.3486  12.3645  19.7888  0.0036  -0.0018  -0.0061
Si  2.9633  -0.47  8.8949  0.0119  0.0038  -0.0247
Si  8.7789  3.1124  18.5021  0.0002  0.0039  -0.0005
Si  9.7378  4.3217  21.2461  0.0121  0.0019  0.0073
Si  0.4455  6.1902  21.2457  0.0141  -0.0046  0.0096
Si  4.8568  3.5463  21.5545  -0.0635  -0.0458  0.0148
Si  13.342  7.9573  15.7745  0.0017  0.0022  -0.0024
Si  8.4886  4.8358  10.0743  -0.0021  0.0022  -0.0097
Si  10.2395  0.8054  9.5029  0.0028  -0.0146  -0.0176
Si  6.1326  12.01  14.9132  -0.0013  -0.0007  -0.0049
Si  2.4967  1.7607  21.9964  0.0089  -0.0008  -0.0154
Si  3.6663  13.7748  15.5726  0.0021  0.0036  -0.0044
Si  -0.2219  10.1436  17.1465  0.0023  -0.0098  0.0053
Si  8.7683  2.3436  11.8123  -0.001  -0.002  0.001
Si  12.7089  12.827  16.5577  -0.001  -0.0005  0.0006
Si  11.6983  4.9368  9.9625  -0.0044  0.0111  -0.0082
Si  6.0361  4.6218  15.323  -0.0049  0.002  0.0022
Si  4.5497  9.196  14.6623  0.0025  -0.0031  0.0014
Si  5.3792  10.4783  21.3111  -0.0117  0.0088  0.0099
Si  4.128  7.7586  11.943  -0.0017  -0.0015  0.0013
Si  5.5582  14.5117  9.7025  -0.0021  0.0098  -0.0138
Si  6.0047  2.1942  19.3806  0.0064  -0.0031  -0.0103
Si  2.4534  5.2743  16.4542  -0.0029  0.0055  -0.0043
Si  1.3194  13.7448  13.8477  0.002  0.0016  0.0032
Si  7.142  -0.2381  12.0349  -0.0026  -0.0128  -0.007
Si  6.1474  7.2882  16.6231  -0.0042  0.0041  -0.0021
Si  1.3579  0.3545  11.0341  -0.0037  0.0024  -0.0104
Si  2.2522  10.5403  21.3273  0.0156  0.0053  0.0052
Si  3.7611  4.9562  13.5129  -0.0022  0.0011  0.0005
Si  8.9437  11.9651  16.6263  0.0001  0.0037  -0.0025
Si  4.6054  3.9479  9.6307  0.0135  -0.0052  -0.0049
Si  7.9073  6.9716  21.3639  0.0023  0.0175  0.0196
Si  8.7568  11.5301  9.8294  0.005  -0.0142  -0.0201
Si  10.4245  14.6594  16.6227  -0.0019  0.002  -0.0008
Si  13.1812  7.783  9.9768  -0.0179  0.0045  -0.0084
Si  4.291  2.9515  17.0442  0.0079  0.0004  -0.0019
O  5.2089  13.2348  15.5296  0.0008  -0.0014  0.004
O  7.3392  2.3528  18.4817  0.0074  -0.0017  0.0068
O  10.0922  5.1328  10.1681  0.0005  -0.0038  -0.0005
O  0.7625  15.2947  13.8587  -0.0039  0  0.0023
O  5.5944  7.8153  18.058  0.0024  -0.0015  -0.0067
O  1.796  9.4252  20.2021  -0.0018  0  0.0119
O  4.7049  2.1608  18.3988  -0.0184  0.0007  -0.0108
O  5.5024  7.7111  11.0529  -0.0123  0.0022  0.0084
O  0.6666  12.757  14.973  -0.0025  -0.0036  0.0049
O  7.8072  1.1995  12.5068  0.0029  0.0064  0.0031
O  2.9585  3.8375  12.6533  0.0008  0.0006  0.0036
O  5.6673  3.352  16.2595  -0.0013  0.0018  0.0037
O  2.7388  12.9244  16.6387  -0.0007  -0.0009  0.0045
O  4.1109  7.2595  20.2205  0.0136  0.0226  -0.0132
O  12.3744  6.9517  14.8339  -0.0014  -0.0015  0.0051
O  2.2563  1.687  11.3334  0.0009  0.0029  -0.0006
O  8.0842  12.0623  11.2269  -0.013  0.0154  0.0179
O  5.2569  5.3176  10.1716  0.0014  0.0058  0.0035
O  1.4242  11.9055  21.1094  -0.0012  -0.0058  0.0084
O  2.4583  6.8923  16.8398  -0.0011  -0.0023  0.0041
O  3.7994  6.365  12.7167  0.0001  -0.0047  0.0026
O  7.7623  6.9329  16.7295  0.0004  0.0001  0.006
O  0.4261  8.9224  10.2118  0.012  -0.011  0.0038
O  8.7268  4.5239  17.6588  -0.0003  0.0024  0.002
O  7.6647  4.7749  15.2082  0.0012  -0.0017  0.002
O  5.7881  9.3459  20.2134  0.0002  0.001  0.0094
O  11.7384  7.267  20.0448  0.0012  0.0059  0.0116
O  8.3801  0.0236  20.5354  0.0063  -0.0017  0.009
O  6.603  12.4169  13.3884  -0.0036  -0.0042  0.016
O  5.9916  0.1616  10.9411  0.0076  -0.0068  0.0133
O  3.624  2.5541  21.1258  0.002  -0.0014  0.0124
O  6.7213  6.843  20.2614  0.0017  0.0018  0.0073
O  2.8284  8.0777  10.9914  0.0117  -0.0007  0.0048
O  5.3118  4.5076  13.8582  -0.0018  0.0016  0.0051
O  5.4312  5.899  16.1598  0.0014  -0.0031  0.0032
O  11.9207  14.1602  17.1022  0.0002  -0.0003  0.0052
O  5.7133  8.354  15.4626  -0.0021  0.0018  0.0067
O  5.4188  2.6597  10.2188  -0.0048  0.0017  0.0009
O  4.1434  0.5951  9.1477  -0.0029  -0.0016  0.0066
O  11.0747  9.4978  21.2776  -0.0096  0.0014  0.0094
O  6.2871  11.7906  21.0466  0.0003  0.0032  0.0117
O  5.9487  0.8833  20.3477  -0.003  0.0005  0.0139
O  1.3306  1.1153  21.0371  -0.0103  -0.0106  0.0082
O  11.7005  0.8244  10.1593  0.0058  -0.0005  0.0072
O  12.2655  11.4981  17.367  -0.0015  0.0019  0.0039
O  12.256  9.0636  16.2943  -0.0014  0.0007  0.0079
O  0.8551  4.8716  16.4828  -0.0021  -0.0041  0.0055
O  0.6781  3.8575  11.0645  0.0007  -0.0034  0.001
O  9.7419  12.6863  9.2556  -0.0063  0.0055  0.0058
O  8.7124  8.3439  21.0406  0.0088  0.0117  0.0261
O  -0.3107  4.771  20.9826  -0.01  0.0069  0.0127
O  8.8726  12.2474  18.235  -0.0006  -0.0006  -0.0042
O  2.2208  12.5851  10.2931  -0.0072  0.0007  0.0134
O  9.9797  2.6501  12.84  0.0035  0.0007  0.0047
O  0.8974  13.0782  12.4348  -0.0018  -0.0046  0.0123
O  5.9401  3.5077  20.3484  0.0545  0.0099  -0.0545
O  0.9014  6.3249  10.2425  0.0005  -0.0019  -0.0048
O  7.6882  6.254  10.3225  0.0002  -0.005  -0.001
O  2.0368  5.9034  21.2086  -0.0195  0.0054  0.0073
O  11.4324  4.4524  14.0866  -0.0001  0.0011  0.0039
O  9.2431  1.622  10.4512  -0.0074  0.0116  0.0081
O  10.3864  15.8012  15.4605  -0.0006  -0.0015  0.0041
O  9.5837  13.3622  16.044  -0.0001  0.0005  0.0089
O  3.0407  3.8806  10.0352  -0.0122  -0.0027  0.0053
O  9.9466  10.6355  16.4574  -0.0022  0.0003  0.0078
O  7.4775  11.7413  15.8699  0.0013  0.0003  0.008
O  -0.4352  9.4408  18.6095  -0.0014  0.0078  -0.0049
O  3.3251  4.2499  17.3864  0.0042  -0.006  0.0108
O  10.8707  12.9263  20.0686  -0.0101  -0.0063  0.007
O  8.1073  3.7532  11.2679  -0.0005  -0.003  0.0036
O  9.8057  2.0071  17.914  0.0044  -0.0063  0.0008
O  9.0564  10.8848  20.3904  0.0039  0.0071  0.0123
O  10.0497  5.9353  15.8099  0.0022  -0.0019  0.0037
O  9.6925  10.2148  10.115  -0.0049  0.0019  -0.0012
O  14.6133  8.8332  15.1802  -0.0022  0.0022  0.0038
O  5.0843  10.7407  14.8482  0.0022  0.0029  0.0013
O  3.8206  10.8757  21.1066  0.0102  -0.0117  0.0157
O  8.8706  5.6889  21.2497  0.0032  -0.0038  0.0096
O  3.5297  1.9304  16.044  -0.0026  -0.001  0.0057
O  4.4335  5.0779  21.7409  -0.002  0.042  0.0571
O  4.4586  8.9068  13.0558  0.0014  0.0026  0.007
O  2.9724  5.1034  14.917  -0.0003  0.0001  0.008
O  2.9456  13.7257  14.0943  0.0001  -0.0002  0.0016
O  9.2378  3.3783  20.0363  -0.0023  -0.005  0

Results
free energy: -168221.159 eV
free energy less fixed offsets of O -568.88, Si -635.61 eV per atom: 0.361 eV

The program warned: the cutoff lies below the one the program advises for these potential files; the forces do not sum to zero within the program's tolerance; the exchange-correlation potential is rough where the density is thin.
